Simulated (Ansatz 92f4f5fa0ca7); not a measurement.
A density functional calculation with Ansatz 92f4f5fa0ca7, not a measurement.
Periodic cell of 208 atoms, Si128O80, from a study of silicon, its oxide and their interface. The atomic structure is a simulated model.
Doubt: the cutoff is far below the 930 eV that the study's wrapper takes by default for these files, so forces and energies are approximate.
This geometry differs little from another in the collection (a relaxation step or a small displacement).

Settings
functional: PBE
potential files: Ansatz PAW
basis: plane waves
wave-function cutoff: 580 eV
density cutoff ratio: 5
exchange-correlation grid ratio: 1
k mesh: 1 x 1 x 1, Gamma-centred
self-consistency stop: 5e-08 eV per atom in the density residual
occupations: fixed
spin: none
net charge: 0

Cell vectors (angstrom)
a  10.938  0  0
b  0  10.938  0
c  -3.0147  -3.1323  30.8016

Atoms and the computed forces on them: element, x, y, z (angstrom), force x, y, z (eV/angstrom)
Si  -1.7766  -4.2701  23.4507  -0.0836  0.0951  -0.0368
Si  0.702  -1.51  23.2928  -0.1299  0.0901  -0.0638
Si  -1.5149  0.7725  23.3998  0.0231  -0.0849  0.0122
Si  1.3682  -7.4115  23.3148  0.0958  -0.045  -0.0311
Si  -6.888  -4.7674  23.4417  0.097  -0.1025  -0.0248
Si  -4.099  -2.1008  23.2757  0.1013  -0.0587  0.0297
Si  3.6393  1.2895  23.2237  -0.08  0.1159  -0.0705
Si  -4.6381  -6.9945  23.3437  -0.1401  0.0652  -0.0135
Si  -0.2723  -3.0775  24.7514  -0.0398  0.0312  0.0622
Si  2.4625  -0.3928  24.4735  0.0159  0.0071  0.0177
Si  -0.268  -8.5712  24.6065  0.0002  -0.0219  0.0202
Si  2.4631  -5.8922  24.7264  0.0381  -0.0415  0.0547
Si  -5.7263  -3.1357  24.6501  0.0482  -0.0469  0.0389
Si  -3.0683  -0.4383  24.6481  0.0273  -0.0003  0.0401
Si  5.1731  2.3534  24.66  -0.0187  0.0434  0.0652
Si  -2.9994  -5.8871  24.6428  0.0001  0.0177  0.0508
Si  -1.6833  -1.7422  26.0735  0.0212  0.0055  -0.0785
Si  1.1105  0.9567  25.965  -0.0103  0.0138  0.005
Si  -1.6345  -7.2436  26.0079  -0.0027  0.0113  -0.0403
Si  1.0927  -4.4956  26.0406  0.0205  0.0196  -0.0435
Si  3.8037  -1.7408  25.9554  0.0089  0.0003  -0.0342
Si  6.5399  0.969  26.0069  -0.0078  -0.0421  -0.058
Si  3.8287  3.6909  26.076  -0.0014  -0.0027  -0.083
Si  -4.3635  -4.5099  26.0345  -0.0277  0.014  -0.0711
Si  -3.0147  -3.1323  27.3834  -0.0643  -0.1158  0.3713
Si  -0.2802  -0.3978  27.3834  0.126  0.2411  -0.002
Si  -3.0147  -8.6013  27.3834  0.0391  -0.0828  -0.1255
Si  -0.2802  -5.8668  27.3834  -0.0895  0.0065  0.0343
Si  2.4543  -3.1323  27.3834  0.1763  0.1752  -0.1098
Si  5.1888  -0.3978  27.3834  -0.2153  0.0059  -0.18
Si  2.4543  2.3367  27.3834  -0.1153  -0.2892  0.1258
Si  5.1888  -5.8668  27.3834  0.1265  0.0509  0.2681
Si  1.3673  -1.3673  3.418  -0.1496  -0.1489  0.1404
Si  4.1018  1.3673  3.418  0.0261  0.0387  -0.0101
Si  1.3673  4.1018  3.418  0.153  -0.0292  -0.5077
Si  4.1018  -4.1018  3.418  -0.1411  -0.0929  -0.2085
Si  6.8362  -1.3673  3.418  0.2274  0.1423  -0.1128
Si  -1.3673  1.3673  3.418  -0.1783  -0.104  -0.02
Si  6.8362  4.1018  3.418  0.0478  -0.0232  0.0979
Si  -1.3673  -4.1018  3.418  0.007  0.199  0.0907
Si  2.7274  0.0008  4.7694  0.0042  -0.025  0.0613
Si  5.4767  2.7259  4.7953  0.0002  -0.0089  0.0571
Si  2.7411  5.4316  4.7611  -0.0081  0.0429  0.0644
Si  5.4614  -2.7224  4.7313  -0.0059  0.0164  0.0865
Si  -2.7218  -0.0153  4.8267  -0.0044  0.0248  0.0318
Si  0.001  2.7572  4.7266  -0.0289  -0.0147  0.0777
Si  8.2068  5.4832  4.7851  0.0386  0.0092  0.0544
Si  -0.0205  -2.7264  4.8371  0.0036  -0.0173  0.0404
Si  1.3645  1.399  6.0819  -0.0268  0.0403  -0.0715
Si  4.1291  4.0965  6.1652  0.0041  0.0279  -0.0266
Si  1.3245  -4.1931  6.1353  0.0473  -0.0553  -0.0336
Si  4.0844  -1.3809  6.1157  0.0514  -0.0177  -0.042
Si  -4.1369  1.3562  6.1976  0.0119  -0.0288  -0.0313
Si  -1.3341  4.1215  6.1238  0.0353  -0.0407  -0.0374
Si  6.8341  -4.0593  6.1074  -0.0593  0.0074  -0.0464
Si  -1.3375  -1.3452  6.2984  -0.0205  0.0022  -0.0389
Si  -0.1806  0.3779  7.5092  -0.1011  0.1402  0.0965
Si  2.5284  2.9171  7.4285  -0.1046  0.0768  0.0189
Si  0.2528  -5.7931  7.5684  0.065  -0.0768  -0.0586
Si  2.9645  -3.056  7.3166  0.0948  -0.0882  0.0194
Si  5.6041  -0.2393  7.5049  0.0534  -0.0947  -0.0219
Si  -2.4958  2.5582  7.3929  0.1306  -0.0686  0.0086
Si  5.2773  5.7314  7.4335  -0.0609  0.0789  -0.03
Si  -3.0598  -2.4765  7.4946  -0.1194  0.0887  0.0424
Si  -1.6475  -4.4995  28.7506  -0.0207  0.0097  0.0104
Si  1.087  -1.765  28.7506  -0.0045  0.0278  -0.0162
Si  -1.6475  -9.9685  28.7506  0.0786  0.0301  -0.0052
Si  1.087  -7.234  28.7506  -0.0239  -0.0503  -0.0251
Si  3.8215  -4.4995  28.7506  0.0819  0.0418  -0.0079
Si  6.556  -1.765  28.7506  -0.0306  -0.0902  -0.0201
Si  3.8215  0.9695  28.7506  -0.0621  -0.0283  0.0047
Si  6.556  3.704  28.7506  -0.0132  0.0585  0.0055
Si  -0.2802  -3.1323  30.1179  -0.016  -0.0254  -0.0267
Si  2.4543  -0.3978  30.1179  0.0332  0.0088  -0.0201
Si  -0.2802  -8.6013  30.1179  -0.0388  0.0369  0.0022
Si  2.4543  -5.8668  30.1179  -0.0151  -0.0042  -0.0291
Si  5.1888  -3.1323  30.1179  -0.0125  0.0238  0.0027
Si  -3.0147  -0.3978  30.1179  0.0042  0.0017  -0.0265
Si  5.1888  2.3367  30.1179  0.0027  -0.0209  -0.0281
Si  -3.0147  -5.8668  30.1179  0.0419  -0.0184  -0.0184
Si  1.3673  1.3673  0.6835  0.0433  -0.0137  0.0175
Si  4.1018  4.1018  0.6835  0.0131  -0.0462  0.009
Si  1.3673  -4.1018  0.6835  -0.0245  0.0289  0.0112
Si  4.1018  -1.3673  0.6835  -0.0052  0.0126  0.035
Si  6.8362  1.3673  0.6835  -0.0463  0.0133  0.0098
Si  -1.3673  4.1018  0.6835  -0.0092  0.0154  0.034
Si  6.8362  -4.1018  0.6835  0.0263  0.006  0.0172
Si  9.5708  -1.3673  0.6835  0.0026  -0.0171  0.0085
Si  0  0  2.0507  -0.0468  -0.0223  0.0143
Si  2.7345  2.7345  2.0507  -0.0549  0.0379  -0.0212
Si  0  -5.469  2.0507  0.1037  0.0322  0.0134
Si  2.7345  -2.7345  2.0507  -0.0309  -0.0769  0.0056
Si  5.469  0  2.0507  0.0788  0.0339  0.0174
Si  8.2035  2.7345  2.0507  -0.0088  -0.0533  0.0028
Si  5.469  5.469  2.0507  -0.0385  0.0119  0.0004
Si  8.2035  -2.7345  2.0507  -0.0045  0.035  0.0053
Si  -1.8832  2.0699  18.5225  0.0123  0.0236  -0.0841
Si  3.0454  -6.2387  18.438  0.0048  -0.0041  -0.0644
Si  -5.0369  -2.11  20.2457  -0.0209  0.0117  -0.0815
Si  -0.808  4.1529  13.0267  -0.0098  0.0066  0.0349
Si  3.0842  -1.8941  14.843  0.0168  -0.0096  -0.0181
Si  -2.0889  -2.8211  15.2447  -0.0194  -0.0036  -0.0081
Si  3.4049  2.1418  12.5241  0.006  -0.0048  0.0597
Si  2.1609  -2.7763  10.2311  -0.0036  0.012  0.1173
Si  4.2552  1.9489  17.9842  -0.0049  0.0205  -0.0533
Si  0.0229  -6.3651  18.3141  -0.0151  -0.026  -0.0529
Si  3.527  -4.0862  20.5114  0.0024  0.0002  -0.1024
Si  -0.0164  -4.8905  10.5898  -0.0065  0.0084  0.0979
Si  0.3134  1.2947  12.8428  0.0017  0.0053  0.0368
Si  1.6397  -1.8187  20.4502  0.0064  -0.0141  -0.109
Si  4.3403  4.9243  13.3607  0.0115  0.0118  0.0417
Si  4.5269  0.8719  15.2295  -0.0129  0.0217  -0.0181
Si  4.1223  -3.0098  12.3268  0.0028  0.0018  0.0451
Si  4.356  1.635  9.5975  0.0043  -0.0215  0.0792
Si  -0.4653  -6.0258  21.2851  0.0173  -0.0045  -0.0915
Si  0.0039  -5.1248  15.4377  -0.002  -0.0271  0.0096
Si  3.9557  0.2007  20.413  0.0046  0.0038  -0.0927
Si  -3.0821  -1.9287  17.8611  -0.0034  0.0177  -0.0353
Si  -2.7553  -8.2705  21.2895  0.006  -0.0243  -0.0756
Si  7.0971  -2.8775  12.605  -0.0065  0.0014  0.0476
Si  3.0343  -4.6803  15.7607  0.0106  -0.0233  0.0074
Si  0.2268  -0.6416  15.4076  -0.0107  0.025  0.0064
Si  -4.1168  0.8679  16.9826  0.0214  0.0133  -0.0217
Si  0.1783  -0.5459  10.3269  0.0087  -0.0028  0.0952
Si  -0.3567  -0.4371  18.3782  -0.003  -0.0022  -0.0613
Si  -2.0398  -2.6213  10.303  0.0024  -0.0069  0.1074
Si  6.6336  3.8837  9.5115  0.0289  -0.0071  0.0663
Si  7.1665  4.9152  12.4638  0.0034  0.0014  0.0586
O  0.9123  -6.6104  21.9387  -0.0407  0.0236  0.0295
O  -3.9662  -0.7213  17.2362  0.0069  -0.0045  0.0212
O  5.1765  -5.8623  22.8936  -0.0087  0.0286  0.0244
O  -1.1302  -3.7735  11.0072  -0.001  -0.0026  -0.0579
O  -0.0815  4.5246  14.4447  0.0061  0.01  0.0054
O  -0.3767  -0.3118  22.9036  0.0412  -0.0361  0.0308
O  -0.3346  -5.3725  9.056  -0.0115  0.0117  0.0163
O  4.4348  0.9372  21.7994  0.009  -0.0166  0.0455
O  0.6447  0.1766  8.9389  0  -0.0121  -0.0596
O  3.6957  1.5132  16.5008  0.0002  -0.0078  0.0092
O  -5.1136  1.544  18.0744  -0.0031  -0.0057  0.0333
O  0.2242  -0.0104  16.912  0.0074  -0.0117  0.0078
O  4.86  0.2412  8.9063  -0.029  0.0442  0.0015
O  -0.2664  -5.59  19.7244  -0.0061  -0.0107  0.0413
O  1.4184  4.0321  7.9282  -0.0034  0.021  -0.0203
O  -1.3961  1.4368  7.9085  0.0211  -0.0312  -0.0454
O  3.4853  1.2289  19.2326  0.0017  0.0069  0.0402
O  5.982  5.2148  8.8333  0.0232  -0.0277  -0.0051
O  1.8394  1.781  12.6276  0.0004  -0.0018  -0.0341
O  6.7642  -1.3293  7.9422  0.014  -0.0143  -0.0339
O  2.1739  -2.4796  8.6388  0.0018  0.0003  -0.0376
O  5.5647  -2.3511  12.6619  0.0004  0.0003  -0.0283
O  7.851  -2.0664  11.4161  -0.0096  -0.0006  -0.0416
O  5.0687  -0.7929  19.7435  0.0089  -0.0026  0.0727
O  -1.5928  -1.4701  18.2787  -0.003  -0.0038  0.0367
O  -0.1134  4.8755  11.7225  -0.0024  -0.0102  -0.0282
O  7.1277  -4.4351  12.171  0.0039  -0.005  -0.0378
O  4.2005  1.5968  13.8271  0.0055  -0.0204  0.0057
O  3.0491  2.21  8.82  0.0336  -0.025  -0.0261
O  1.5693  -1.5499  15.3032  -0.0054  0.0038  0.0123
O  -0.2096  -5.4019  17.0282  0.0034  0.0128  0.0044
O  3.149  -5.0666  17.3225  0.0022  0.0107  0.0151
O  -2.8882  -3.0326  16.6655  0.0031  -0.005  0.014
O  -1.5551  -7.2042  21.4554  -0.0062  0.0042  0.0357
O  -4.1188  -7.6551  21.9218  0.0301  -0.0146  0.0281
O  -1.1473  -4.1028  14.9377  -0.0006  0.0066  -0.0049
O  -2.683  -3.2171  8.9277  0.0073  -0.0018  -0.0351
O  4.1235  -0.6936  15.1436  -0.001  0.0083  0.0107
O  3.6884  -2.7618  10.7829  0.0089  0.0047  -0.0344
O  0.8933  -2.2531  21.8279  0.0085  0.0032  0.0554
O  3.3844  -5.5724  19.8787  -0.0058  -0.0172  0.0436
O  -4.7994  1.0503  15.5062  -0.006  -0.0072  -0.0101
O  -1.1595  -1.3387  9.8635  -0.0018  0.0041  -0.0702
O  3.7797  -5.8421  14.8838  -0.0067  0.0067  0.0093
O  5.9259  4.5318  13.4513  -0.0083  -0.001  -0.0154
O  2.6874  -0.6713  20.9122  -0.0135  -0.0031  0.0707
O  2.3878  -3.1288  19.8377  -0.0105  0.0124  0.0623
O  -1.1423  -1.5018  15.2495  0.0093  -0.0019  -0.0074
O  -1.001  -4.7233  22.0748  0.0176  -0.0217  0.0399
O  0.225  0.5009  14.2587  -0.0012  -0.013  0.0023
O  4.1264  -4.6145  12.5735  -0.0051  -0.0028  -0.0289
O  -0.1785  0.4263  11.5649  0.0001  0.0243  -0.0216
O  3.7014  -3.2018  15.6076  -0.003  0.0055  0.0179
O  4.1187  -4.1116  7.8824  -0.0397  0.01  -0.0302
O  -2.6629  1.5848  17.1649  -0.0105  -0.0077  0.0269
O  -4.5902  -1.6922  21.7605  -0.0082  -0.0046  -0.0122
O  5.5593  2.6904  9.4318  -0.0063  0.0032  -0.04
O  5.0026  -3.4661  20.224  0.0171  -0.002  0.0539
O  -0.8555  0.9361  19.093  -0.0088  -0.0018  0.0454
O  3.0211  -2.2452  13.2522  -0.0043  0.0039  -0.0112
O  -3.8228  -2.4525  19.2109  0.0132  -0.0004  0.0348
O  1.5588  -6.9165  18.365  0.0068  0.0092  0.0418
O  -2.9677  -8.5545  19.7023  0.0141  -0.0041  0.0336
O  -2.9228  -3.2038  22.9482  -0.0118  -0.0027  0.0284
O  1.472  -4.2119  10.6207  0.009  -0.0125  -0.0619
O  -1.0222  -7.5738  18.114  0.0049  0.0066  0.0422
O  7.7609  -2.6416  14.0594  0.0129  0.0014  0.0008
O  1.3139  -1.5579  10.899  -0.0025  0.0023  -0.061
O  4.1399  -7.3851  18.1409  0.0085  -0.0079  0.0327
O  -2.3826  4.5162  13.1783  0.0062  -0.0061  -0.0192
O  7.0384  4.1466  11.0476  -0.002  0.0022  -0.0334
O  7.9682  3.3896  8.7317  -0.0486  0.0258  -0.0105
O  3.5592  3.7678  12.5166  -0.0043  0.0025  -0.037
O  0.7461  -1.1982  19.266  -0.0071  -0.0022  0.0444
O  2.4646  -8.5443  22.8095  0.0287  -0.0483  0.045
O  -0.6967  2.5528  12.8729  -0.0021  -0.0069  -0.018
O  4.0093  1.4428  11.1769  -0.0016  0.0008  -0.0322
O  3.2907  -4.1444  22.12  -0.0103  0.0063  0.0259
O  -2.3162  1.3006  22.0574  -0.0239  0.0428  0.0034
O  1.4962  -4.5154  15.2552  0.0012  0.0019  -0.0005

Results
free energy: -126873.577 eV
free energy less fixed offsets of O -568.88, Si -635.61 eV per atom: -5.097 eV

The program warned: the cutoff lies below the one the program advises for these potential files; the exchange-correlation potential is rough where the density is thin.
